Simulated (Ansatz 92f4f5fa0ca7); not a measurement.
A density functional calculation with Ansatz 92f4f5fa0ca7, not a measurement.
Periodic cell of 211 atoms, Si128O83, from a study of silicon, its oxide and their interface. The atomic structure is a simulated model.
This geometry differs little from another in the collection (a relaxation step or a small displacement).

Settings
functional: r2SCAN
potential files: Ansatz PAW
basis: plane waves
wave-function cutoff: 800 eV
density cutoff ratio: 5
exchange-correlation grid ratio: 1
k mesh: 1 x 1 x 1, shifted by 0.5 0.5 0 of a step
self-consistency stop: 1e-10 eV per atom in the density residual
occupations: fixed
spin: none
net charge: 0

Cell vectors (angstrom)
a 10.88 0 0
b 0 10.88 0
c -3.7613 3.5136 30.4108

Atoms and the computed forces on them: element, x, y, z (angstrom), force x, y, z (eV/angstrom)
Si 7.8522 10.3923 -4.8009 -0.0579 0.0046 0.1272
Si 10.2789 8.6824 0.1335 -0.0431 0.1131 0.0942
Si 8.4822 10.2548 0.0647 0.0418 -0.0399 0.0824
Si 11.2672 2.9872 -0.371 0.0689 0.0571 0.1246
Si 3.438 4.9476 0.1715 0.0215 0.0486 0.1517
Si 6.0885 7.4575 0.1135 0.0895 -0.0178 0.2009
Si 13.5646 11.7451 -0.3574 0.0959 0.1287 0.0127
Si 5.0729 3.1922 0.2021 -0.0653 0.0072 0.0543
Si 9.4816 6.8378 1.3596 0.0118 0.0246 -0.036
Si 12.1715 9.5249 1.2258 -0.0342 -0.1491 0.0527
Si 9.3458 1.2033 1.2985 -0.0786 -0.0261 0.1017
Si 12.3888 4.179 1.2964 -0.0279 0.0212 -0.0039
Si 4.2866 6.6902 1.4364 0.0665 0.0168 0.0292
Si 6.8055 9.335 1.3635 -0.0134 0.0657 -0.001
Si 14.8742 12.426 1.4626 0.053 -0.0484 0.0292
Si 6.7731 4.0912 1.5125 -0.064 0.0168 -0.0126
Si 8.1823 8.1432 2.8433 -0.0182 -0.0243 0.0186
Si 10.9216 10.9344 2.6848 -0.081 -0.043 -0.03
Si 8.1117 2.6142 2.7208 0.0661 0.0244 -0.0018
Si 10.9337 5.4798 2.6189 -0.0169 -0.0416 0.0345
Si 13.6196 8.1364 2.5506 -0.046 0.0018 0.0121
Si 16.2716 10.848 2.5894 0.0064 0.014 0.029
Si 13.525 13.6771 2.8561 0.0092 -0.0151 -0.0421
Si 5.4801 5.4078 2.952 0.0129 0.0336 -0.0375
Si 6.8406 6.7971 4.2031 0.0217 -0.0072 0.0384
Si 9.5707 9.5566 4.0996 0.0147 -0.0199 0.0137
Si 6.7345 1.2909 4.0696 0.0002 0.0074 0.0187
Si 9.5447 4.0542 3.9641 -0.0022 -0.0024 0.0308
Si 12.2703 6.8227 4.0237 0.0012 0.0042 0.0243
Si 14.9283 9.5035 3.9736 0.0117 -0.011 -0.0025
Si 12.1977 12.2587 4.1272 0.0063 0.0124 0.0117
Si 14.934 4.0823 4.2255 -0.0281 0.0169 0.0216
Si 8.2205 5.3837 5.4204 0.0119 0.0436 -0.0253
Si 10.9231 8.1649 5.4396 -0.015 -0.0263 0.0014
Si 8.1534 0.0045 5.4562 -0.0267 -0.0351 -0.0035
Si 10.8376 2.7423 5.4304 -0.0011 0.0246 -0.0222
Si 13.5729 5.487 5.4984 0.0205 0.0313 0.0071
Si 16.2876 8.1902 5.4137 0.0236 0.0105 0.0001
Si 13.5972 10.8547 5.3848 0.0111 -0.0156 -0.0088
Si 16.3133 13.5514 5.4927 0.0139 -0.0049 0.0043
Si 9.5289 6.7736 6.7701 -0.0024 0.0074 0.0228
Si 12.2845 9.5262 6.8061 -0.0415 0.0225 -0.0186
Si 9.5106 1.3939 6.8137 0.0025 -0.0195 -0.011
Si 12.1915 4.0795 6.8 0.0156 0.0054 0.0152
Si 14.965 6.8588 6.8227 0.0058 -0.0612 -0.0068
Si 6.7731 9.5045 6.7928 0.0416 -0.0095 0.0059
Si 14.9254 12.1811 6.7957 -0.0061 0.0209 0.0005
Si 6.8522 4.0594 6.8007 -0.0536 0.0085 -0.0044
Si 8.1466 8.1282 8.1319 -0.0144 -0.0311 -0.0086
Si 10.9045 10.9 8.1401 0.0348 -0.0136 0.0037
Si 8.1898 2.7371 8.2164 0.0093 0.0024 0.0077
Si 10.8267 5.4143 8.161 0.0263 0.0255 0.006
Si 13.6265 8.1983 8.2173 0.0226 -0.0071 -0.0036
Si 5.4042 10.8404 8.1572 -0.0075 0.0457 0.0013
Si 13.5472 2.6724 8.126 -0.0041 0.0241 0.0248
Si 16.3715 5.4747 8.1183 -0.019 0.0047 0.0123
Si 6.824 6.8 9.5814 -0.0065 -0.0221 -0.0113
Si 9.5295 9.5131 9.4313 0.0026 -0.0054 -0.0047
Si 6.7909 1.3206 9.4415 -0.0332 0.0206 -0.0364
Si 9.5345 4.0951 9.6414 0.0105 -0.0001 -0.0176
Si 12.1841 6.801 9.4325 0.0371 -0.0205 -0.07
Si 14.9769 9.5496 9.6379 -0.0178 -0.0313 -0.0087
Si 12.2241 12.2255 9.5968 0.0039 0.0281 -0.0093
Si 14.96 4.0748 9.3514 -0.0014 0.0084 -0.0234
Si 8.181 5.4785 11.0202 -0.0021 0.0154 -0.0487
Si 10.8684 8.1629 10.8016 0.0113 -0.0434 0.0176
Si 8.1626 10.8518 10.7748 0.0064 0.0044 0.0428
Si 10.8929 2.7046 11.0205 -0.0221 -0.0203 -0.0449
Si 13.5517 5.396 10.6552 -0.019 0.0128 -0.0039
Si 5.4907 8.1787 10.9822 0.0186 0.0096 -0.0393
Si 13.588 10.8992 11.0246 0.0251 -0.0046 -0.0643
Si 5.4287 2.7243 10.6903 -0.005 0.0009 0.0308
Si 9.5989 6.8929 12.342 0.0271 -0.0317 0.061
Si 12.1533 9.4683 12.2803 -0.0497 0.0486 0.0925
Si 9.3931 12.2042 12.2522 0.0202 -0.0147 0.0639
Si 12.3889 4.0842 12.2392 0.0002 -0.0086 0.023
Si 3.9321 6.7676 12.0348 0.0185 0.0218 0.0204
Si 6.9587 9.5384 12.3209 0.0046 0.0147 0.0425
Si 15.044 12.3547 12.2137 0.0116 -0.0029 0.0789
Si 6.7304 4.0039 12.1562 -0.0352 0.0076 0.0613
Si 8.7249 8.6448 13.7487 0.0684 0.0102 -0.1528
Si 10.3556 10.4613 13.4908 0.0021 0.048 -0.1599
Si 7.6263 2.2915 13.5244 -0.0609 -0.0178 -0.1208
Si 11.4649 5.8839 13.4069 -0.0137 0.0333 -0.166
Si 2.2254 7.6161 13.4395 -0.0384 -0.0359 -0.129
Si 5.9621 11.3814 13.3873 -0.0017 0.0587 -0.1573
Si 14.2069 3.2445 13.5608 0.0064 -0.0206 -0.1366
Si 4.892 5.0171 13.1935 0.049 -0.0664 -0.1274
Si 14.6016 8.4208 -6.2123 0.0265 -0.0356 0.083
Si 9.705 4.8192 -5.003 -0.0014 -0.0108 0.1306
Si 5.9915 5.6773 15.9204 -0.0197 0.0334 -0.1275
Si 5.6288 6.4176 -4.7525 -0.0101 -0.0045 0.1412
Si 9.9983 6.8786 20.2635 0.0229 -0.0234 -0.0219
Si 9.4769 4.7968 -2.2003 0.0044 -0.0224 0.1909
Si 11.2102 7.3331 -2.3195 -0.0031 0.0337 0.1747
Si 11.4163 11.2553 15.396 0.0336 0.0118 -0.0175
Si 14.8274 4.1525 -3.9247 0.0317 -0.0222 0.1962
Si 12.2459 3.6777 18.0432 0.0124 -0.0312 -0.1049
Si 12.294 5.025 20.8643 0.0226 -0.0573 -0.0263
Si 5.3905 7.9003 -2.0652 0.0461 0.0321 0.0039
Si 7.719 5.0605 19.6612 -0.0008 -0.0622 -0.0263
Si 13.6945 2.4291 15.749 0.0755 0.0116 -0.1471
Si 5.3034 6.6562 18.4997 0.0269 -0.0184 -0.1112
Si 6.8852 10.5889 -2.649 0.0044 -0.0367 0.2266
Si 8.2207 2.3112 18.4477 0.0068 -0.0178 -0.0329
Si 10.6838 11.5126 -5.1563 -0.0995 -0.0194 0.0812
Si 13.8809 6.1711 -1.7447 -0.0008 -0.0581 0.1516
Si 6.7658 11.4047 20.2398 0.0011 0.0058 -0.0467
Si 4.7862 10.8357 16.282 -0.0121 0.0134 -0.1229
Si 9.2129 3.623 -7.8902 -0.0027 0.0084 0.0627
Si 6.0483 10.2123 -7.4289 0.0563 -0.019 0.0722
Si 12.1268 7.513 -7.4936 0.0144 0.0505 0.0342
Si 10.8326 11.7301 18.2853 0.0015 0.0064 -0.0797
Si 10.2985 5.3258 16.1969 0.0552 0.0292 -0.1488
Si 7.8832 3.2941 15.6628 -0.0252 -0.0021 -0.1418
Si 4.7 1.5026 21.939 -0.0421 -0.0008 0.0271
Si 14.0893 7.4967 20.6072 -0.0128 -0.0001 -0.0398
Si 12.0389 8.9048 18.9938 0.0202 0.0358 -0.0869
Si 8.4369 7.7697 16.0119 -0.046 -0.0351 -0.0631
Si 8.3599 7.464 -5.7071 -0.0535 0.0262 0.0915
Si 10.1247 11.6045 -8.1451 0.0159 -0.0176 0.0405
Si 12.162 3.3026 -5.2275 0.0141 0.013 0.1104
Si 13.3562 8.917 16.1774 0.0225 -0.0078 -0.0998
Si 7.7799 5.7158 0.2091 0.0134 -0.006 0.1341
Si 11.9988 4.4397 -7.9604 0.0135 -0.0038 0.033
Si 6.8273 9.4229 18.0381 0.032 0.0051 -0.1302
Si 12.0673 8.8876 -4.8719 -0.023 -0.0142 0.0681
Si 4.9649 2.0019 -1.8231 -0.0375 -0.1582 0.0729
O 9.9504 2.2514 0.1944 -0.0588 -0.0642 0.0093
O 12.9755 10.265 -0.0323 -0.0064 0.0166 0.019
O 14.857 6.833 19.3612 -0.0405 -0.0109 0.0246
O 10.5329 11.2922 16.7526 -0.0629 0.0136 0.0235
O 8.0908 8.9466 17.1059 0.0139 0.052 0.0616
O 8.3489 8.822 -4.8077 0.0222 -0.0253 -0.0075
O 10.6925 3.8834 -1.6094 -0.0454 0.0231 -0.1067
O 8.722 7.9174 -7.2006 0.0283 -0.0131 -0.0474
O 13.6328 9.1766 -5.157 0.0153 0.0246 -0.0211
O 5.9709 8.1053 18.3397 -0.0355 -0.022 0.0427
O 5.7273 9.44 -2.4618 0.0204 0.034 -0.1058
O 8.066 10.3978 -1.5295 -0.0358 0.0087 -0.1683
O 5.1991 11.4877 20.679 -0.0012 -0.0165 -0.003
O 5.4161 11.4114 -8.2925 -0.0253 0.0346 -0.0152
O 9.0984 11.4451 -4.8171 0.0938 0.0254 -0.0487
O 13.7117 7.8567 -7.4448 -0.0143 -0.0115 -0.0335
O 14.0509 5.2891 -3.0855 -0.0145 0.0286 -0.1211
O 11.369 10.2572 -4.4242 0.0178 0.0061 -0.0265
O 12.7125 4.3258 19.4541 0.0297 0.0302 0.0472
O 8.0559 2.1886 16.84 0.0188 -0.0557 0.0703
O 11.4708 10.4311 19.0225 0.0153 -0.0201 0.0461
O 13.2236 8.7711 20.1009 0.0075 -0.0047 0.0204
O 14.6347 11.7877 -1.5929 -0.0344 0.0035 -0.0369
O 6.2491 12.0423 -2.32 0.0436 -0.0047 -0.102
O 10.0044 6.293 -2.4745 -0.0081 0.0385 -0.0761
O 14.7365 12.1795 16.3631 0.0112 -0.0463 0.0746
O 4.2212 7.8938 21.7986 0.0045 0.0131 -0.0088
O 12.3499 1.8597 -0.8414 0.0003 -0.0217 0.0048
O 6.5337 4.1511 16.0129 -0.003 0.0251 0.0645
O 10.8908 11.3908 -6.7475 0.0315 -0.0095 -0.0789
O 9.1215 2.0083 -8.0614 -0.0197 0.0037 -0.0117
O 8.2286 4.9272 -1.1783 0.0315 0.0128 -0.0762
O 11.4144 1.9835 -4.6553 0.0093 0.0057 -0.0379
O 9.2215 3.9934 -6.3104 -0.0178 -0.0396 -0.0642
O 11.3493 5.4423 14.9852 0.0135 0.0037 0.1002
O 14.671 7.5888 -1.9813 -0.025 0.0162 -0.0306
O 6.798 7.6554 21.766 -0.0181 0.0173 -0.0496
O 10.6559 8.5753 -1.4651 -0.0006 -0.034 -0.1347
O 10.7605 5.5439 20.7869 -0.03 0.0078 0.013
O 13.4339 3.5321 16.931 -0.0424 0.0309 0.0867
O 5.4685 10.8186 14.8347 -0.0002 -0.0483 0.0857
O 11.4426 8.2881 -6.2449 -0.023 -0.0228 -0.0362
O 12.1633 3.2904 -6.8386 -0.0063 0.0036 -0.0409
O 6.9904 10.6729 -6.1728 -0.0325 0.0101 -0.0851
O 9.4523 6.3957 -5.2138 0.0228 0.0054 -0.0301
O 8.9651 4.2722 -3.6539 -0.003 -0.0097 -0.0905
O 14.013 1.9055 21.9582 -0.0201 -0.0123 -0.0444
O 9.1193 4.3423 15.6863 -0.0438 -0.0256 0.0217
O 5.5266 2.8979 21.9472 0.0219 0.027 -0.0097
O 5.9709 6.9176 -3.2377 0.0142 -0.0481 -0.1054
O 9.4401 1.3551 18.9295 -0.007 0.0021 0.0268
O 13.4563 7.7644 15.0547 0.0181 0.031 0.0995
O 11.844 7.8075 -3.7065 0.0154 0.0184 -0.1025
O 4.6057 3.0334 -2.9955 -0.0087 0.04 -0.0838
O 14.82 9.4827 16.5172 -0.0135 -0.0307 0.0604
O 4.8306 9.405 -6.7826 -0.0027 0.0056 -0.0363
O 11.8009 2.1418 18.342 0.0125 0.0138 0.0476
O 12.3482 6.5813 -1.4593 -0.0367 0.0202 -0.0513
O 5.2477 5.8754 14.5323 -0.0009 0.0458 0.1368
O 12.614 8.4823 17.5363 -0.0257 -0.0495 0.059
O 6.9323 6.6919 -5.6587 0.0403 0.0024 -0.0512
O 5.1567 4.8634 -4.7438 0.0187 0.0034 -0.0842
O 7.2373 10.0539 19.475 0.0101 -0.0343 0.0238
O 11.2968 4.5882 -4.7493 0.0047 0.0196 -0.0344
O 13.1389 6.3475 21.1805 -0.0057 0.0156 0.025
O 9.7076 6.8307 16.4752 0.0142 0.0147 0.0441
O 7.1958 6.7381 15.9796 -0.0075 0.0052 0.0457
O 8.6905 6.3362 19.4967 -0.0084 0.0424 -0.0029
O 11.9488 5.9191 -7.3299 -0.0019 -0.0213 0.023
O 4.9183 6.0365 17.0624 -0.0426 0.0176 0.0587
O 6.2776 5.5506 19.1532 -0.0092 0.0019 0.0209
O 9.4868 7.8385 21.4555 0.0282 0.0057 -0.0194
O 11.0649 4.6392 17.4516 -0.0102 0.008 0.0637
O 6.9425 1.8012 19.2681 -0.0309 0.0021 0.0155
O 5.989 10.641 17.3486 0.0299 0.0082 0.0671
O 12.5686 10.1419 15.5214 0.0394 -0.0698 0.0169
O 7.6994 11.5408 21.5508 0.0113 0.0102 -0.0053
O 13.7051 3.4111 -4.803 -0.021 -0.015 -0.0716
O 8.3905 3.8844 18.7748 0.0004 0.0617 0.0253
O 12.2401 1.7845 15.3325 -0.0593 -0.0202 0.0433
O 7.5165 4.5087 21.1648 0.02 0.0105 0.0148
O 10.9013 7.8053 19.3112 -0.0024 -0.009 0.0027
O 4.3999 7.2237 -5.3917 -0.0552 0.0193 -0.075

Results
free energy: -129214.873 eV
free energy less fixed offsets of O -570.45, Si -639.56 eV per atom: -3.843 eV

The program warned: the cutoff lies below the one the program advises for these potential files; the forces do not sum to zero within the program's tolerance; empty levels may hold ghost states of the PAW files; the exchange-correlation potential is rough where the density is thin.
